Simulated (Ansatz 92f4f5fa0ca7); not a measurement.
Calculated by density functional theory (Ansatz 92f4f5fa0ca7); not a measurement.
Periodic cell of 473 atoms, Si304O169, from a study of silicon, its oxide and their interface. The atomic structure is a simulated model.
Doubt: the cutoff is far below the 930 eV that the study's wrapper takes by default for these files, so forces and energies are approximate.
This geometry differs little from another in the collection (a relaxation step or a small displacement).

Settings: functional PBE; potential files Ansatz PAW; basis plane waves; wave-function cutoff 580 eV; density cutoff ratio 5; exchange-correlation grid ratio 1; k mesh 1 x 1 x 1, Gamma-centred; self-consistency stop 5e-08 eV per atom in the density residual; occupations fixed; spin none; net charge 0.

Cell vectors (angstrom)
a 15.4691 0 0
b 0 15.4691 0
c 1.9714 -1.9706 35.3888

Atoms and the computed forces on them: element, x, y, z (angstrom), force x, y, z (eV/angstrom)
Si 2.3373 -2.0076 25.3428 -0.0239 0.0051 -0.0113
Si 2.6679 1.8043 25.4073 0.0014 0.0111 0.02
Si 1.2628 -9.7873 24.9996 0.0001 -0.0003 0.0075
Si 2.4075 -5.9239 25.1644 -0.0383 -0.0143 0.0019
Si 5.4473 -1.978 25.3284 0.029 0.0103 -0.0069
Si 5.772 -0.0428 26.6332 0.0054 -0.0095 0.0086
Si 6.5889 -9.7848 25.2208 0.0109 -0.0131 -0.003
Si 5.5922 -5.8893 25.0361 0.0206 -0.0033 -0.0178
Si 10.4197 -1.7426 25.0565 0.0007 -0.0161 0.0054
Si 10.404 2.0204 25.4824 0.0291 0.0135 -0.0104
Si 9.0073 -9.7735 25.3192 0.0009 0.0037 0.0078
Si 9.9329 -5.6927 25.1351 -0.0339 -0.0054 -0.0139
Si -2.607 -1.8889 25.1447 -0.0047 0.0095 0.0259
Si -2.6315 1.9856 25.1945 -0.0174 -0.003 0.0132
Si -1.208 -9.7115 25.1846 0.016 0.0004 0.0237
Si -2.3658 -5.8608 25.1592 0.0259 -0.0098 -0.0038
Si 2.0462 -0.0769 26.6657 -0.0139 0.0025 0.0089
Si 1.9333 3.8355 26.4227 -0.0112 -0.0037 0.0045
Si 1.9545 -7.8972 26.3745 -0.0233 0.0069 0.008
Si 2.0374 -4.0002 26.5386 -0.0231 -0.0038 -0.0018
Si 5.0932 1.9039 25.5109 0.0038 0.0038 -0.0059
Si 5.8398 3.8536 26.5779 -0.0175 -0.0073 0.0153
Si 5.8968 -7.8282 26.3972 -0.0061 0.0071 0.0198
Si 5.8153 -3.9794 26.4934 0.0225 -0.0001 0.0085
Si 9.8434 0.0116 26.5538 -0.0205 -0.0052 0.0331
Si 9.7082 3.9034 26.6918 -0.0015 -0.0015 0.0283
Si 9.6265 -7.7347 26.3996 -0.0031 -0.0094 0.0208
Si 9.7657 -3.7082 26.3919 0.002 0.0057 -0.007
Si -1.9951 0.0216 26.4244 0.0037 0.007 0.0006
Si -1.8971 3.8658 26.4871 0.0021 -0.0048 0.0152
Si -1.8749 -7.7926 26.4473 0.0167 0.0006 0.0194
Si -1.9851 -3.8504 26.3946 0.0116 -0.0059 -0.0003
Si -0.015 -0.0265 27.8009 -0.0044 -0.0026 0.0044
Si 0.0347 3.7422 27.8487 -0.0082 0.0047 -0.0107
Si 0.0551 -7.7299 27.8238 0.0002 -0.0083 -0.026
Si 0.0035 -3.9158 27.764 -0.0036 0.0032 0.0106
Si 3.9194 -0.1089 28.0759 0.004 0.0085 0.0225
Si 3.8562 3.9301 27.8677 0.0167 0.0053 0.0006
Si 3.9139 -7.8824 27.7652 0.0101 -0.005 0
Si 3.9313 -3.9831 27.9405 0.0022 -0.0113 0.0463
Si 7.8122 -0.0224 27.8289 0.0127 -0.0069 -0.0069
Si 7.7494 3.7552 27.9743 0.0167 0.0013 -0.0105
Si 7.7638 -7.7178 27.8552 0.0121 -0.0003 0.004
Si 7.8048 -3.8595 27.7705 -0.0058 0.0051 0.0174
Si 11.6892 -0.0124 27.9845 0.0074 -0.0011 0.0052
Si 11.6886 3.981 27.9456 -0.0026 0.0046 -0.0174
Si 11.6077 -7.8026 27.7803 -0.0002 -0.0083 0.0061
Si 11.627 -3.8501 27.8663 -0.0003 0.0082 0.0322
Si 0.0171 -1.983 29.1625 0.0046 0.003 0.0033
Si 0.0299 1.8572 29.2464 0.0028 0.0002 0.0075
Si 0.0313 -9.7147 29.1643 0.0056 -0.0001 0.0038
Si 0.0281 -5.8144 29.2069 0.0007 -0.0066 0.0044
Si 3.9168 -2.0623 29.3419 0.0015 0.0042 -0.0009
Si 3.8958 1.9384 29.2413 -0.0048 -0.01 -0.0033
Si 3.8889 -9.6872 29.2809 0.0008 -0.0064 0.0066
Si 3.9057 -5.9435 29.2067 -0.0032 0.0115 -0.0013
Si 7.7811 -1.9647 29.1919 -0.0019 0.0015 0.0024
Si 7.7772 1.8416 29.2964 -0.0026 0.0068 0.0047
Si 7.7638 -9.6868 29.218 -0.004 -0.0002 -0.001
Si 7.7934 -5.7855 29.2029 -0.0062 -0.0053 0.0016
Si 11.6615 -1.9658 29.2917 -0.002 -0.0021 -0.0087
Si 11.6632 1.9707 29.2518 0 -0.0058 -0.0032
Si 11.6431 -9.6126 29.3043 -0.0052 -0.0043 0.0012
Si 11.6256 -5.8408 29.1642 0.0023 0.0012 -0.0017
Si 1.9337 -1.982 30.6012 0.0043 -0.0064 -0.0002
Si 1.9677 1.8967 30.6066 0.0009 0.0001 0.0027
Si 1.9365 -9.6968 30.5974 0.0027 0.0039 0.0032
Si 1.9702 -5.8443 30.5843 -0.0008 0.0048 0.0014
Si 5.8774 -1.9789 30.6212 -0.0043 -0.0033 -0.0009
Si 5.8246 1.8964 30.6171 0.002 -0.0044 -0.0009
Si 5.8431 -9.6996 30.6071 0.0033 0.0015 0.003
Si 5.8463 -5.8435 30.5788 0.0046 0.0041 0.0026
Si 9.6979 -1.972 30.6005 0.0028 -0.0024 0.0042
Si 9.7266 1.9002 30.6172 0.0001 0.0001 0.0036
Si 9.6847 -9.6954 30.6117 0.0041 0.0044 0.0012
Si 9.7155 -5.8385 30.583 0.0016 0.0038 0.0023
Si 13.6005 -1.9789 30.6105 -0.0044 -0.0017 0.0003
Si 13.5798 1.9034 30.6188 -0.0032 -0.0015 0.0013
Si 13.6021 -9.688 30.6039 -0.0029 0.0008 0.001
Si 13.5555 -5.8411 30.5725 0.0002 0.0048 0.0023
Si 0 1.9336 2.0503 0.2843 -0.1968 -0.4068
Si 0 5.8008 2.0503 0.0963 0.2123 -0.5638
Si 0 -5.8008 2.0503 0.168 0.0754 -0.1415
Si 0 -1.9336 2.0503 0.3399 -0.0889 -0.3284
Si 3.8672 1.9336 2.0503 -0.0714 -0.0144 -0.0099
Si 3.8672 5.8008 2.0503 0.0697 0.1016 0.1678
Si 3.8672 -5.8008 2.0503 -0.1148 0.0511 0.056
Si 3.8672 -1.9336 2.0503 0.0137 -0.0731 0.2545
Si 7.7343 1.9336 2.0503 0.2454 0.0462 0.1182
Si 7.7343 5.8008 2.0503 -0.0626 0.1124 0.2925
Si 7.7343 -5.8008 2.0503 0.3096 -0.0305 0.2471
Si 7.7343 -1.9336 2.0503 0.066 -0.0922 0.2273
Si 11.6015 1.9336 2.0503 -0.4192 -0.045 -0.071
Si 11.6015 5.8008 2.0503 -0.2705 -0.0167 -0.345
Si 11.6015 -5.8008 2.0503 -0.4109 0.0416 0.0073
Si 11.6015 -1.9336 2.0503 -0.2528 -0.027 -0.1545
Si -1.9294 1.9109 3.3259 0.0016 0.005 0.0018
Si -1.9357 5.8439 3.3254 0.0087 -0.0042 0.0077
Si -1.9451 -5.8074 3.3571 0.0007 0.0031 0.0038
Si -1.9222 -1.9601 3.3306 0.0138 -0.0069 0.0037
Si 1.9301 1.9015 3.4214 0.0038 -0.0032 -0.0009
Si 1.9089 5.8195 3.392 -0.0007 -0.001 -0.0006
Si 1.9298 -5.7694 3.4368 0.0034 0.0073 -0.002
Si 1.9265 -1.9512 3.4425 -0.0042 -0.0021 -0.0051
Si 5.8086 1.9639 3.3931 -0.0009 0.0103 -0.0016
Si 5.7968 5.8318 3.471 -0.0015 -0.0158 0.009
Si 5.806 -5.7977 3.3969 0.0003 -0.0045 0.006
Si 5.8098 -1.9454 3.4471 -0.003 0.0017 0.002
Si 9.6603 1.9175 3.4907 0.0043 0.0019 0.0076
Si 9.6759 5.7922 3.4336 -0.0053 0.0031 0.0092
Si 9.6714 -5.8014 3.5077 -0.0065 0.0008 0.0053
Si 9.6746 -1.9303 3.4525 -0.0052 -0.0049 0.0022
Si -1.9064 -0.0345 4.6239 -0.0081 -0.0047 0.0137
Si -1.9123 3.8869 4.5532 -0.0363 -0.0009 0.001
Si -2.0167 -7.7284 4.6959 0.0028 0.0016 -0.0156
Si -1.9099 -3.8756 4.6641 -0.0088 0.0052 0.0202
Si 1.9615 -0.0318 4.8252 -0.0046 0.0007 0.0099
Si 1.8578 3.8744 4.7101 -0.0063 0.0005 -0.0017
Si 1.8503 -7.7201 4.7573 -0.0099 0.0014 -0.0058
Si 1.9561 -3.8593 4.8762 -0.0068 -0.0023 0.0148
Si 5.8545 0.0475 4.7507 0.0074 -0.0108 0.0087
Si 5.757 3.8546 4.8107 -0.0024 -0.0018 -0.0063
Si 5.7694 -7.6502 4.844 -0.0322 0.0179 -0.0216
Si 5.8188 -3.9224 4.8138 0.0119 0.0036 0.0251
Si 9.6579 -0.0419 4.8992 -0.007 0.0069 0.0135
Si 9.6355 3.8927 4.849 -0.0013 -0.0038 -0.001
Si 9.691 -7.7939 4.8773 0.0112 0.0008 -0.0228
Si 9.6995 -3.8191 4.8978 0.0014 -0.0024 0.007
Si -0.0554 -0.0047 6.0758 0.0078 -0.0242 -0.0157
Si -0.0957 3.8668 6.0312 0.013 0.0089 -0.0001
Si -0.1307 -7.7188 6.0662 0.0072 -0.0096 -0.001
Si -0.0716 -3.9146 6.1357 0.0093 0.0101 -0.0195
Si 3.9632 -0.0376 6.1276 -0.0124 0.0089 0.0076
Si 3.7267 3.852 6.0783 0.0002 0.0157 -0.0083
Si 3.6196 -5.7936 7.6244 0.0127 0.023 -0.0069
Si 3.9303 -3.8678 6.2495 -0.0037 0.0084 0.0018
Si 7.674 -0.0217 6.2806 0.0058 -0.0117 -0.0156
Si 7.6691 3.8644 6.2483 0.004 0.0239 -0.014
Si 7.7356 -7.8456 6.224 0.0324 -0.0018 0.0016
Si 7.7173 -3.7454 6.2497 -0.0032 0.0102 -0.0103
Si -3.7393 -0.0521 6.0874 -0.0007 0.002 -0.0121
Si -3.7357 3.8989 5.9694 0.0149 0.002 -0.0272
Si -3.7922 -7.7615 6.268 0.0004 0.0021 0.0169
Si -3.724 -3.8362 6.1546 0.0039 -0.0146 -0.0198
Si -0.742 1.9364 7.236 -0.04 0.0082 -0.0084
Si -0.5704 5.8027 7.3038 -0.0048 -0.0081 -0.0126
Si -0.7495 -5.8556 7.3911 -0.0069 0.0093 -0.0033
Si -0.6073 -1.9381 7.2917 0.0088 0.0062 0.0039
Si 3.5699 1.8983 7.397 0.0186 -0.028 -0.0313
Si 3.7348 -7.6593 6.1296 0.0003 -0.0133 -0.0039
Si 3.983 5.8254 7.359 -0.0093 -0.0064 0.006
Si 4.6271 -1.9161 7.4135 0.0299 -0.0074 -0.016
Si 7.9328 1.941 7.5745 0.058 -0.0099 -0.0016
Si 7.1707 5.777 7.5753 -0.0028 -0.0268 0.023
Si 8.1519 -5.2244 8.0019 -0.0383 0.0174 -0.0088
Si 7.0155 -1.9214 7.5819 -0.0298 -0.0004 -0.0069
Si -3.1071 1.9514 7.1108 0.0127 -0.0115 0.0224
Si -3.1694 -5.7489 7.4311 -0.0028 -0.0108 -0.0067
Si -3.0075 -1.9112 7.3968 0.0095 0.0185 -0.0222
Si -3.019 5.695 7.3486 -0.015 0.0082 0.0049
Si -4.5746 2.1508 8.8473 0.0255 0.0086 -0.0137
Si 1.9714 -3.9042 31.97 -0.0906 -0.1085 -0.0362
Si 1.9714 -0.037 31.97 -0.0109 -0.056 -0.0395
Si 1.9714 -11.6385 31.97 -0.1117 0.0621 -0.0379
Si 1.9714 -7.7713 31.97 -0.2018 0.0447 -0.0137
Si 5.8385 -3.9042 31.97 0.0631 -0.1657 0.0099
Si 5.8385 -0.037 31.97 -0.0792 -0.021 0.0826
Si 5.8385 -11.6385 31.97 0.0749 0.0475 0.0448
Si 5.8385 -7.7713 31.97 0.1268 0.072 -0.016
Si 9.7057 -3.9042 31.97 0.0226 -0.0553 -0.0711
Si 9.7057 -0.037 31.97 0.0622 -0.0367 0.03
Si 9.7057 -11.6385 31.97 -0.0402 0.0595 0.0557
Si 9.7057 -7.7713 31.97 -0.0733 0.1011 0.0109
Si 13.5729 -3.9042 31.97 0.043 -0.1408 -0.0535
Si 13.5729 -0.037 31.97 0.0509 -0.0292 0.0246
Si 13.5729 -11.6385 31.97 0.0835 0.1332 0.0215
Si 13.5729 -7.7713 31.97 0.1243 0.1268 -0.0084
Si 3.905 -3.9042 33.3373 0.0239 0.0619 -0.0209
Si 3.905 -0.037 33.3373 0.0403 -0.1027 0.0049
Si 3.905 -11.6385 33.3373 0.02 0.0228 -0.0148
Si 3.905 -7.7713 33.3373 0.0477 0.0259 -0.0474
Si 7.7721 -3.9042 33.3373 0.0008 -0.113 0.0037
Si 7.7721 -0.037 33.3373 -0.0009 0.0635 -0.0013
Si 7.7721 -11.6385 33.3373 0.0066 0.0093 0.0218
Si 7.7721 -7.7713 33.3373 -0.0023 0.0373 0.0132
Si 11.6393 -3.9042 33.3373 -0.0245 0.0164 -0.011
Si 11.6393 -0.037 33.3373 -0.037 -0.0749 0.0158
Si 11.6393 -11.6385 33.3373 -0.013 0.0361 -0.0045
Si 11.6393 -7.7713 33.3373 -0.0254 -0.0089 -0.0231
Si 0.0378 -3.9042 33.3373 -0.0235 -0.1327 0.0104
Si 0.0378 -0.037 33.3373 -0.0123 0.0344 0.011
Si 0.0378 -11.6385 33.3373 -0.0094 0.0354 0.0336
Si 0.0378 -7.7713 33.3373 -0.0133 0.0927 0.0299
Si 3.905 -1.9706 34.7045 -0.0506 -0.0104 -0.0015
Si 3.905 1.8966 34.7045 -0.0292 0.0304 -0.0165
Si 3.905 -9.7049 34.7045 -0.0371 0.0139 -0.0161
Si 3.905 -5.8377 34.7045 -0.0409 -0.0224 -0.0135
Si 7.7721 -1.9706 34.7045 -0.0099 -0.0145 0.0009
Si 7.7721 1.8966 34.7045 -0.0021 0.0031 0.0171
Si 7.7721 -9.7049 34.7045 0.0102 0.0241 0.014
Si 7.7721 -5.8377 34.7045 -0.0012 -0.016 0.0275
Si 11.6393 -1.9706 34.7045 0.0388 -0.0121 -0.0066
Si 11.6393 1.8966 34.7045 0.0316 0.0409 -0.0213
Si 11.6393 -9.7049 34.7045 0.0287 -0.0066 -0.0119
Si 11.6393 -5.8377 34.7045 0.0326 -0.0046 -0.0155
Si 0.0378 -1.9706 34.7045 0.018 -0.0089 -0.0101
Si 0.0378 1.8966 34.7045 -0.001 -0.0349 0.0069
Si 0.0378 -9.7049 34.7045 0.0029 0.0367 0.0089
Si 0.0378 -5.8377 34.7045 0.0148 -0.002 0.0208
Si 0 0 0.683 0.1086 0.0144 -0.0317
Si 0 3.8672 0.683 0.04 0.0104 0.0052
Si 0 -7.7343 0.683 0.1133 -0.0323 -0.0432
Si 0 -3.8672 0.683 0.0361 0.0223 -0.0243
Si 3.8672 0 0.683 -0.0017 0.0149 0.0035
Si 3.8672 3.8672 0.683 -0.0025 -0.0221 0.0131
Si 3.8672 -7.7343 0.683 -0.0067 -0.0044 -0.0048
Si 3.8672 -3.8672 0.683 0.0003 -0.0044 -0.011
Si 7.7343 0 0.683 0.0165 0.0024 0.0179
Si 7.7343 3.8672 0.683 0.0507 -0.0258 0.0177
Si 7.7343 -7.7343 0.683 0.0393 -0.0087 0.01
Si 7.7343 -3.8672 0.683 0.0626 0.0045 0.0073
Si 11.6015 0 0.683 -0.109 -0.0075 -0.0096
Si 11.6015 3.8672 0.683 -0.0978 0.0267 -0.0075
Si 11.6015 -7.7343 0.683 -0.1577 -0.0245 -0.0168
Si 11.6015 -3.8672 0.683 -0.127 0.0126 -0.0158
Si -1.6455 -2.4637 22.1335 -0.002 -0.0018 -0.0074
Si -1.8346 2.2812 22.9378 0.0013 0.0035 0.0097
Si -2.3124 -10.1449 23.1616 -0.0295 0.0014 0.0034
Si -1.5933 -5.5125 22.1853 0.0011 -0.0089 0.009
Si 1.4466 -2.4433 22.4513 -0.0013 -0.0063 0.0135
Si 2.4102 -9.6814 19.8506 -0.0072 0.0048 -0.0046
Si 2.1305 -10.4236 22.7887 0.0053 0.0001 -0.0142
Si 1.4584 -5.4643 22.2695 -0.0031 -0.0073 0.0077
Si 6.9792 -2.2001 22.5249 0.0068 -0.0138 0.0009
Si 6.0609 1.8861 23.4362 -0.0036 -0.0018 -0.0006
Si 5.332 -10.6737 22.5162 -0.013 0.0089 0.0033
Si 7.7555 -5.2769 22.7768 -0.0056 0.0096 -0.0201
Si 9.8242 -0.9237 22.8009 -0.0105 -0.0015 -0.0222
Si 9.3065 2.0343 23.4576 -0.0011 -0.0201 0.0192
Si 9.9307 -10.4002 23.2608 0.0212 0.01 0.006
Si 8.2103 -6.4578 19.8154 0.0011 -0.0003 -0.0033
Si -5.0549 -7.9387 10.9346 -0.007 -0.0083 0.0112
Si 8.6595 1.9065 12.6537 0.0013 -0.0046 -0.0118
Si -4.4419 -5.2042 9.3627 0.0118 0.0018 0.0033
Si -3.5323 -2.3985 10.5332 -0.0009 0.0164 0.0021
Si 1.2383 2.1954 9.3318 -0.0042 0.0073 0.0099
Si 1.6547 5.3732 9.4259 0.0009 -0.002 -0.0026
Si 1.0604 -5.2558 9.6414 0.0013 -0.0172 0.0064
Si 0.5343 -2.1341 9.325 -0.0151 0.002 -0.0222
Si 5.691 2.1881 9.7724 -0.0066 0.0042 0.0147
Si 6.4957 4.1239 11.8963 0.0096 0.0006 -0.0067
Si 5.9139 -6.1159 9.8247 0.0031 -0.0049 -0.0033
Si 7.6015 -1.7144 9.9437 0.0121 -0.0133 -0.0209
Si -5.4307 -0.1468 10.6552 0.0087 0.0047 -0.0123
Si -3.7664 5.0467 9.4779 0.009 0.0013 -0.0056
Si 7.1596 -2.9161 12.6611 0.0037 -0.0083 0.0119
Si 5.6011 -2.7793 17.1307 0.0009 0.0026 -0.0025
Si 5.2523 0.2661 11.0052 -0.0006 0.0208 -0.0053
Si 6.2318 -9.8762 16.7798 0.0017 0.0057 -0.0018
Si 1.2031 4.9063 12.2228 -0.0006 0.0059 -0.0089
Si 1.4774 1.9778 12.378 0.0085 -0.014 -0.013
Si 10.1729 -0.521 16.2381 0.0058 -0.0032 0.0044
Si -5.0644 3.7362 14.2682 -0.0026 0.0016 -0.0012
Si 0.9709 -0.5494 17.8776 -0.004 -0.0017 -0.0089
Si -1.4498 -8.257 17.9008 -0.0014 0.0033 -0.0023
Si -0.6214 -3.1376 17.0125 -0.0031 -0.0041 0.003
Si -1.5573 1.5366 12.968 -0.0078 0.0018 0.0001
Si 1.808 -5.2277 12.6514 -0.0014 -0.0065 -0.0093
Si 7.5095 -8.7493 10.4815 0.0023 0.0016 -0.0091
Si -3.7167 -9.1458 13.4199 0.0016 0.0072 0.0037
Si -3.7927 -2.9032 17.618 0.0022 -0.0052 -0.0023
Si 5.3786 -5.5204 18.6229 0.0046 -0.005 -0.0033
Si 2.0337 5.5038 15.0447 0.0027 0.0037 0.0052
Si 11.2564 -8.12 16.344 -0.0016 0.0085 0.0039
Si -1.0204 -1.2725 11.8357 0.0048 -0.0042 0.0064
Si 2.505 -0.1276 20.6676 -0.0025 0.0135 -0.0008
Si -1.8853 4.4445 11.9582 -0.0052 0.0044 -0.0069
Si 3.6233 -1.8091 9.5095 -0.0011 0.0009 0.0095
Si 3.0623 -1.3839 15.7053 0.0054 -0.0028 0.0014
Si 2.4907 -6.9123 15.0851 0.0026 0.0053 0.0024
Si 7.3853 -4.5823 15.2099 0.0012 -0.0049 0.0051
Si 0.7571 -5.9654 17.5066 -0.0014 0.002 -0.0013
Si 1.2678 1.9707 22.6135 -0.0113 -0.0003 -0.0051
Si 9.7382 3.4644 19.3056 0.0098 0.0011 -0.0039
Si 0.607 -2.7498 14.1412 -0.0043 -0.0018 0.0038
Si 2.8 -6.6419 19.8369 -0.0021 -0.0024 -0.0046
Si 6.9433 1.9677 19.3315 0.0027 0.0002 -0.0056
Si 4.4949 -4.0494 11.6428 -0.001 -0.0149 0.0076
Si 7.3211 -0.2651 17.2394 0.0009 -0.0067 0.0003
Si 9.777 -5.4197 17.225 -0.0003 0.0019 -0.0073
Si -3.15 1.7997 15.6176 0.0002 -0.0006 0.0068
Si -3.7566 -1.3517 20.3464 0.0007 -0.0044 -0.0115
Si 4.022 0.9091 13.8158 0.0082 -0.007 0.0032
Si -3.2266 1.6374 20.2033 0.0015 -0.0002 -0.0064
Si 5.1744 -10.8256 19.5452 0.0047 0.0065 0.0028
Si 9.2791 -10.6279 16.6945 0.003 0.0028 0.0017
Si 0.3577 -10.6606 17.5947 -0.0025 -0.0008 0.0026
Si -1.0151 1.9908 17.989 0.0002 -0.0001 0.0016
Si 9.7955 -9.0212 20.5483 -0.0044 0.009 -0.0006
Si 7.8836 -0.3355 14.364 -0.0024 -0.0018 0.0036
Si 5.5056 -0.0622 21.1959 0.0041 -0.0075 0.0054
Si 5.4517 -6.9196 15.8078 0.0031 0.0007 -0.0049
Si -2.6354 -8.052 20.7828 0.0045 -0.0001 -0.0047
Si 4.8022 3.8661 14.6226 0.0003 -0.0016 0.0079
O -2.1985 -4.0029 22.0599 0.0059 0.0046 0.0061
O -2.0282 -1.8173 23.5827 0.0098 -0.0007 -0.0206
O -0.325 1.6362 22.7999 0.0031 0.0054 0.005
O -0.0525 -5.5411 21.6574 0.0058 0.0016 0.006
O -1.5293 -5.9671 23.7504 0.0016 0.0065 -0.0061
O 3.8902 -1.961 24.767 0.0045 -0.0008 -0.0079
O 1.3414 -2.0528 24.0315 -0.0004 -0.0035 -0.0019
O 2.1299 1.4303 23.881 -0.0043 -0.005 -0.0144
O 3.7627 -10.5161 22.9555 0.0063 -0.0001 0.0042
O 1.4522 -5.9578 23.8235 -0.0016 0.0103 -0.0173
O 3.983 -5.9023 24.6244 0.0146 0.0026 -0.0074
O 6.4261 -1.997 24.0285 -0.0043 -0.0021 0.0142
O 7.6912 1.768 23.5751 0.0081 0.0005 -0.0099
O 6.1996 -9.8084 23.5917 -0.0086 0.0061 -0.0044
O 8.2086 -5.9911 21.3827 0.0045 0.0001 0.003
O 11.5598 -10.3527 23.4898 0.0137 -0.0102 -0.041
O 11.5139 -5.871 24.6771 0.0037 0.0105 -0.0058
O 8.127 -6.7522 7.4243 -0.0006 -0.0005 0.0165
O -0.3126 2.0094 8.8543 0.0146 0.0009 0.0137
O 0.2466 -9.5791 8.7682 0.0096 0.0011 0.0096
O -0.2035 -6.0474 8.9687 0.0062 -0.0055 0.014
O 2.1515 1.4913 8.1662 0.0029 0.0035 0.0149
O 7.1363 2.0207 9.0185 -0.0097 -0.0022 0.0208
O 2.95 -9.5046 8.6419 -0.0011 -0.0002 0.0002
O 2.3253 -5.4892 8.6181 -0.0032 -0.002 0.0044
O 4.8641 -6.2309 8.594 0.0048 -0.0028 0.0036
O 2.0695 -1.6725 9.0362 0.0011 -0.0033 0.0165
O 9.5133 1.9134 8.0051 -0.0326 0.002 -0.0111
O 7.8756 -9.5106 9.0675 -0.0014 0.0078 -0.0094
O 7.1446 -5.1811 9.2993 0.0068 -0.0135 0.0061
O 9.6137 -4.7961 8.6144 0.0054 -0.005 0.0198
O -4.4504 0.9477 9.9542 -0.0007 -0.0223 0.024
O -2.5348 4.8241 10.5242 0.0022 -0.0016 0.0088
O -2.1784 -2.3745 11.456 0.0048 -0.0004 0.0019
O 7.8272 -2.8752 11.1371 -0.0015 0.0048 0.01
O -0.2886 4.4923 11.7607 -0.0041 -0.0014 0.0066
O -2.8365 1.6589 21.795 0.0039 0.0024 -0.0037
O -1.7034 -11.5742 22.6267 -0.0162 0.0136 -0.0088
O -1.8337 1.898 19.3953 -0.0032 -0.0007 0.0037
O 8.6765 -4.7701 16.1964 0.0014 -0.0007 0.0059
O 11.1035 2.7511 19.8364 -0.0026 0.0014 0.0017
O 5.7181 -11.1668 15.9098 -0.0013 0.0008 0.0013
O 11.0755 -1.8306 16.5479 -0.0037 0.0039 0.0032
O 2.387 -6.4637 21.3991 -0.0065 0.0073 0.0099
O 1.832 -9.6083 21.3885 0.0027 -0.003 0.0064
O 8.6898 -8.0276 19.8695 0.0028 -0.001 0.005
O 2.0514 -3.9397 22.2109 -0.0074 -0.0001 0.0049
O 1.7486 -0.4753 19.2904 0.002 0.0003 0.0045
O 5.6617 -10.1763 20.9846 0.0016 0.0014 -0.0034
O 5.6153 4.2092 13.2543 -0.0059 0.0004 0.0112
O 10.728 -1.6065 21.6202 -0.0003 0.0025 0.0156
O 9.9442 0.7265 22.6589 -0.0022 0.014 0.0027
O 9.5414 3.5249 22.7495 -0.0072 0.0164 -0.0196
O 6.3636 -7.6144 10.2518 0.0061 -0.0018 0.0024
O -0.0384 -4.556 17.5378 -0.0018 0.0029 -0.0003
O 1.6957 3.7502 9.3504 0.0008 -0.001 -0.0025
O 1.1927 5.6637 13.6516 -0.0005 -0.0016 0.0049
O 0.7752 -4.1218 13.2669 0.0012 0.0038 0.0048
O 0.6105 -3.7003 9.793 0.0071 0.0136 0.0101
O -0.0174 -1.2135 10.5536 0.0048 -0.0001 0.0003
O 3.9052 -0.4932 10.4542 0.0016 -0.0041 0.0015
O 1.8441 -6.5315 13.6348 0.0017 0.001 0.004
O 5.2329 -5.3956 11.1048 -0.0026 0.0102 0.0026
O 3.9126 -3.1746 10.3859 -0.007 0.0037 0.0004
O -4.6468 3.6507 9.5243 -0.0137 0.0047 0.0107
O 8.8013 -7.995 11.1357 0.0072 0.0059 0.0007
O 8.9671 -0.4057 17.366 -0.0015 0.0023 0.0018
O 0.0445 1.8356 13.1515 -0.0024 0.002 0.0039
O -4.7732 5.0852 13.4162 -0.0002 -0.0054 0.0074
O 3.2692 -4.5048 12.5973 -0.0017 0.0014 0.0013
O 1.6087 -6.0848 18.8832 0.0012 -0.0015 0.0028
O 2.0774 -2.2541 14.7033 -0.0004 0.0008 0.0016
O 6.9177 -0.2805 15.6652 -0.0003 0.0011 0.0071
O 9.502 -9.277 22.1391 0.0086 -0.0075 0.0089
O 0.1424 -1.9447 17.8096 0.0027 -0.0007 0.0003
O 6.7055 -6.204 19.2646 -0.0137 0.0049 0.002
O -3.6662 -8.3277 14.8194 -0.0023 -0.0049 0.0018
O 5.0829 0.5787 12.6074 -0.0016 -0.0024 -0.0054
O -3.3482 -1.7946 9.0225 -0.0056 -0.0062 0.0116
O 5.5615 -9.8777 18.2738 -0.0005 -0.0042 0.0001
O -2.202 -3.053 17.3546 0.0039 0.0011 0.0026
O 2.0913 -0.5131 16.6915 -0.0011 -0.0014 0.0075
O 4.1464 -5.7589 19.6433 0.0061 0.0006 0
O 11.1551 0.786 16.161 0.0005 -0.0001 0.0002
O 2.0389 3.5128 12.4181 -0.0013 0.0005 0.007
O -2.2699 2.8975 12.3697 0.0037 -0.007 0.0044
O 8.9933 -0.8904 9.6325 -0.0067 -0.0038 0.008
O 11.619 0.1811 19.7968 0.0041 0.0021 0.0099
O 5.9346 -1.6385 21.3906 -0.0082 0.0138 -0.002
O 2.2449 -8.4455 15.5679 -0.0015 -0.007 -0.001
O 6.4714 -5.8943 23.6143 -0.0073 -0.0039 0.0188
O 1.4721 3.5751 22.5097 -0.0022 0.0011 0.0095
O 8.4046 2.6055 19.7025 -0.0044 -0.0017 0.0038
O 9.1516 4.1311 15.2308 0.0045 -0.004 0.0017
O 11.3656 -2.3829 19.1373 0.0009 0.0026 0.007
O 4.1144 -2.311 16.5815 -0.0037 0.0029 0.0007
O 1.7918 -5.9782 16.2332 0 -0.0033 0.0011
O 1.831 1.2278 21.2803 0.0085 -0.0121 -0.0009
O 6.9185 1.1727 17.8996 -0.001 0.0022 0.0107
O 1.3738 -5.767 11.1623 0.0006 0.004 0.0078
O 2.535 1.0478 13.1662 0.0023 0.0025 0.0065
O 6.9959 5.6299 11.572 -0.0001 -0.0033 0.0085
O -2.3006 1.1658 14.373 0.0024 0.001 0.003
O -2.5358 -6.5051 21.3045 0.0015 -0.0053 0.002
O 6.6483 0.8096 20.4338 -0.0103 0.0019 0.0068
O 4.1009 0.0765 20.3834 -0.0006 -0.0011 0.0093
O 9.109 0.6884 11.6862 -0.0045 0.0025 0.0058
O 9.6813 -10.4798 19.8575 0 -0.007 0.0079
O 6.4951 -0.7335 10.6532 -0.0071 0.0114 0.015
O -0.9722 -9.7326 17.3834 0.0003 -0.002 0.0059
O 7.7705 1.1875 13.7995 -0.0021 0.0011 0.0054
O 3.5348 -10.8645 19.6478 0 -0.002 0.0061
O 7.3747 -1.4507 13.3221 0.0027 0.0033 -0.0009
O 3.9714 -0.3501 14.8378 -0.0052 0.0009 0.0015
O 1.3916 1.5295 10.8066 -0.005 0.0032 0.0052
O -0.0697 0.6925 17.736 0.0017 -0.0019 0.0084
O 2.3959 -1.3783 21.6964 -0.0018 -0.0009 0.0022
O -5.4438 2.5423 13.248 0.0003 0.0058 0.0085
O 5.3907 0.5903 22.6903 0.0028 -0.0008 -0.0042
O 9.1887 -5.6883 18.7397 -0.0005 -0.0006 0.0055
O 5.5467 -3.1733 12.5217 0.0002 0.0016 -0.0037
O 9.738 3.6268 17.6834 -0.0001 0.0028 0.0039
O -2.126 -9.0435 21.9722 -0.013 -0.0126 0.0085
O 5.5929 3.5701 10.6512 -0.0014 -0.0179 -0.0052
O 7.7688 3.095 11.999 -0.0059 0.0061 0.007
O -0.0652 3.3061 18.0262 0.0007 0.0003 0.0003
O 9.4288 -0.6916 14.7887 -0.001 0.0009 0.0013
O 10.9965 -4.3601 17.3933 -0.0011 -0.0001 0.0064
O -4.2078 -8.0652 12.3144 -0.0064 0.0005 -0.0092
O -2.2861 5.6037 13.0553 0.0013 0.0001 0.0025
O -2.247 -1.6079 20.8933 -0.0049 0.0014 0.0059
O 5.7282 3.2187 22.5429 0.0109 -0.008 -0.0023
O -0.0549 -2.3944 21.8615 0.0058 -0.0014 0.0076
O 3.0731 -8.2215 19.5234 -0.0015 -0.0055 0.006
O -4.7019 -9.1842 9.9582 -0.0011 0.0067 0.0077
O -1.6981 0.21 12.022 0.0019 -0.0019 0.0024
O -0.1542 -1.6658 13.1693 -0.0014 0 0
O 1.7996 5.8169 11.0006 -0.0002 -0.0016 0.0143
O 9.0484 -5.4198 23.7663 0.008 0.0021 0.0096
O 3.434 4.7445 14.7344 0.0008 -0.0003 -0.0009
O 1.2092 -10.7671 16.1997 0.0009 -0.0001 0.0015
O -3.7947 3.2353 15.1602 -0.0009 -0.0009 0.0004
O 7.834 -9.9838 17.0414 -0.0006 -0.005 0.0024
O -4.6439 -6.5054 10.3122 -0.0026 0.0027 0.001
O 7.3638 -3.7614 22.3185 -0.0001 0.0044 0.008
O 4.4601 2.2654 14.6236 -0.0002 0.0033 -0.0017
O 10.3164 -6.7991 16.529 0.0029 -0.0044 0.0032
O -2.1066 2.127 16.8028 0.0017 -0.004 0.0033
O -1.6231 -8.2452 19.5231 -0.0006 0.0003 0.0042
O 5.056 -6.3198 17.2555 0.0035 0.0023 0.0121
O 5.8055 3.1483 19.3203 0.0038 -0.0083 0.0049
O 8.2945 -1.275 22.4044 0.0045 0.003 0.0123
O 5.4899 -3.9185 18.3073 -0.0017 -0.0034 0.0058
O 6.4555 -1.5404 17.8247 -0.0007 0.0026 0.0033
O -2.9061 -7.9181 17.277 0.0009 -0.0035 0.0036
O -4.5691 -1.3777 11.3076 0.0002 -0.0034 0.0019
O 6.6406 -6.0425 15.1059 -0.0031 -0.0024 0.0072
O 4.1053 -6.7391 14.909 -0.0032 -0.0008 0.0028
O 7.7778 -4.0574 13.6909 0.0014 -0.0009 -0.0024
O 5.5437 5.755 7.9066 -0.0016 0.0028 -0.0062
O -0.3375 -7.17 17.4156 0.0007 -0.0026 0.0046
O -4.0105 -3.9544 10.354 -0.0095 -0.018 -0.003
O 1.2153 -9.981 18.7984 0.0004 -0.0014 0.0013
O 10.4011 -9.4455 16.7548 -0.004 -0.0079 0.0019
O 11.2906 -8.3781 20.3544 -0.0015 -0.0031 0.0068
O 5.8934 -8.4868 15.9788 -0.0017 -0.0051 0.0053
O -0.3928 -3.0071 15.403 0.0034 0.0008 0.0038
O 6.4103 -3.4388 15.8644 -0.0011 0.0014 0.0063
O 4.597 2.3348 8.588 -0.0137 0.0023 0.0139

Results
free energy: -289380.722 eV
free energy less fixed offsets of O -568.88, Si -635.61 eV per atom: -14.562 eV

The program warned: the cutoff lies below the one the program advises for these potential files; the exchange-correlation potential is rough where the density is thin.
